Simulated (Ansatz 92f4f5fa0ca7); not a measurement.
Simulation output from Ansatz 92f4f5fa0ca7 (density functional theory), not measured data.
Periodic cell of 221 atoms, Si132O87H1N1, from a study of silicon, its oxide and their interface. The atomic structure is a simulated model.
Doubt: the cutoff is far below the 930 eV that the study's wrapper takes by default for these files, so forces and energies are approximate.

Settings
functional: PBE
potential files: Ansatz PAW
basis: plane waves
wave-function cutoff: 580 eV
density cutoff ratio: 5
exchange-correlation grid ratio: 1
k mesh: 1 x 1 x 1, Gamma-centred
self-consistency stop: 5e-08 eV per atom in the density residual
occupations: fixed
spin: none
net charge: 0

Cell vectors (angstrom)
a	10.938	0	0
b	0	10.938	0
c	0	0	32.1863

Atoms and the computed forces on them: element, x, y, z (angstrom), force x, y, z (eV/angstrom)
Si	0.186	-0.1322	24.5247	0.0017	-0.0015	-0.0046
Si	5.59	-0.311	24.7859	-0.0017	0.0026	-0.0086
Si	2.5153	3.0463	24.5116	-0.0012	-0.0005	-0.0116
Si	8.0779	2.9732	25.0826	0.0019	-0.0023	-0.0113
Si	0.0416	5.1266	24.6987	0.0008	0.0031	-0.0059
Si	5.8216	5.1467	24.6801	-0.0019	0.0011	-0.0138
Si	2.4413	8.5152	24.6281	0.0013	-0.0027	-0.0082
Si	7.9888	8.5948	24.8208	-0.0011	-0.0014	-0.01
Si	1.3988	1.4103	25.878	-0.0004	-0.0004	-0.0005
Si	6.7496	1.3312	26.0655	0.0008	-0.0033	-0.0019
Si	4.0686	4.1592	25.9452	0.0002	0.0009	0.0001
Si	9.6143	4.1333	26.3353	0.0011	-0.0001	-0.0009
Si	1.2688	6.8478	25.8673	0.0013	-0.0023	-0.0024
Si	6.8563	6.8568	25.9815	0	0.0026	-0.0002
Si	4.0279	9.507	26.1047	0.0008	-0.0003	-0.0021
Si	9.5861	9.7322	26.0591	0.0015	0.0015	-0.0016
Si	2.7153	0.048	27.3771	-0.0005	0.002	-0.0008
Si	8.1798	0.0592	27.4418	0.0001	0.0016	-0.001
Si	0.066	2.6582	27.4416	-0.0004	-0.0019	-0.0018
Si	5.3963	2.7563	27.3818	-0.001	-0.0004	0.0001
Si	2.6972	5.5361	27.3288	-0.0014	0.0017	-0.0013
Si	8.1785	5.5537	27.4688	0.0013	0.0006	-0.0015
Si	-0.0317	8.2166	27.3536	-0.0007	-0.0008	-0.0007
Si	5.4554	8.1581	27.4059	0.0003	-0.0004	-0.0017
Si	4.1018	1.3673	28.7681	-0.2298	0.1292	0.0796
Si	9.5708	1.3673	28.7681	0.1053	0.0275	0.4609
Si	1.3673	4.1018	28.7681	0.355	0.062	-0.1847
Si	6.8362	4.1018	28.7681	-0.2709	0.0363	-0.1292
Si	4.1018	6.8362	28.7681	-0.2062	-0.1961	0.0453
Si	9.5708	6.8362	28.7681	0.0954	0.587	0.3643
Si	1.3673	9.5708	28.7681	-0.0953	0.06	-0.3604
Si	6.8362	9.5708	28.7681	-0.0264	-0.1741	-0.0777
Si	0	0	30.1353	-0.1308	-0.1153	0.0275
Si	5.469	0	30.1353	-0.0079	-0.0158	-0.0552
Si	2.7345	2.7345	30.1353	0.1234	0.0792	0.028
Si	8.2035	2.7345	30.1353	0.1208	0.0364	-0.0309
Si	0	5.469	30.1353	-0.0151	-0.0061	-0.0618
Si	5.469	5.469	30.1353	-0.0946	-0.1351	0.0199
Si	2.7345	8.2035	30.1353	0.0508	0.0227	-0.0518
Si	8.2035	8.2035	30.1353	0.124	0.0383	0.0509
Si	1.3673	1.3673	31.5026	-0.0214	0.0464	-0.0478
Si	6.8362	1.3673	31.5026	-0.0192	-0.0218	-0.03
Si	4.1018	4.1018	31.5026	-0.0151	-0.0426	0.0179
Si	9.5708	4.1018	31.5026	-0.053	0.0347	-0.0059
Si	1.3673	6.8362	31.5026	0.0143	0.011	-0.0292
Si	6.8362	6.8362	31.5026	-0.0011	0.04	-0.0387
Si	4.1018	9.5708	31.5026	-0.0181	0.0036	-0.0076
Si	9.5708	9.5708	31.5026	-0.0312	0.0307	0.0181
Si	2.7345	0	0.6835	-0.0059	0.0071	0.0292
Si	8.2035	0	0.6835	0.0467	0.0149	0.0108
Si	0	2.7345	0.6835	-0.0077	-0.0323	0.0256
Si	5.469	2.7345	0.6835	0.0555	-0.0186	0.0055
Si	2.7345	5.469	0.6835	0.0086	-0.0046	0.0019
Si	8.2035	5.469	0.6835	0.0197	-0.0411	0.0369
Si	0	8.2035	0.6835	-0.0174	-0.0295	-0.0013
Si	5.469	8.2035	0.6835	0.0179	-0.0207	0.0295
Si	4.1018	1.3673	2.0507	0.0114	0.0832	0.039
Si	9.5708	1.3673	2.0507	-0.0708	-0.0402	-0.013
Si	1.3673	4.1018	2.0507	0.0655	0.0248	-0.0123
Si	6.8362	4.1018	2.0507	-0.0921	-0.0529	0.0186
Si	4.1018	6.8362	2.0507	-0.0998	-0.0463	0.0121
Si	9.5708	6.8362	2.0507	0.0358	0.1053	0.0347
Si	1.3673	9.5708	2.0507	-0.0453	-0.0346	0.0231
Si	6.8362	9.5708	2.0507	-0.0322	0.014	-0.0076
Si	0	0	3.418	-0.3261	-0.1377	-0.3133
Si	5.469	0	3.418	0.2732	-0.1155	0.0938
Si	2.7345	2.7345	3.418	0.3593	0.5631	-0.2154
Si	8.2035	2.7345	3.418	0.0077	-0.0523	0.0986
Si	0	5.469	3.418	0.2196	0.0443	0.2812
Si	5.469	5.469	3.418	-0.1234	-0.4233	0.0562
Si	2.7345	8.2035	3.418	-0.0727	-0.2317	-0.0994
Si	8.2035	8.2035	3.418	0.0556	-0.0393	0.0223
Si	1.3595	1.3909	4.6742	0.0006	0.0069	0.0033
Si	6.8645	1.3387	4.8157	-0.002	0.0012	0.0087
Si	4.1117	4.0884	4.8701	-0.0003	-0.0029	0.0036
Si	9.5738	4.0965	4.7885	0.0032	-0.0068	-0.0006
Si	1.4047	6.8262	4.8401	0.0055	-0.002	0.0035
Si	6.8739	6.7644	4.7617	0.0006	0.0057	-0.007
Si	4.1418	9.5023	4.7512	0.0037	0.0018	0.0017
Si	9.5614	9.5696	4.8013	-0.0026	0.0059	0.0088
Si	2.6653	-0.0677	5.9201	-0.0187	-0.0203	-0.0224
Si	8.1968	-0.0133	6.2374	0.0077	0.004	-0.0047
Si	0.0308	2.7172	6.0809	-0.0024	0.0021	0.0087
Si	5.4576	2.5774	6.235	-0.0106	-0.0144	-0.0138
Si	2.7874	5.5483	6.3288	-0.0053	0.0027	-0.0037
Si	8.1747	5.369	6.2033	-0.0102	-0.0122	0.0078
Si	-0.0348	8.1509	6.1631	-0.0109	-0.0126	-0.0071
Si	5.4711	8.0782	6.1124	-0.0057	0.0034	0.0119
Si	3.7077	1.3699	7.4131	0.0653	0.0381	0.0463
Si	9.8965	1.1419	7.4343	-0.0065	0.0002	-0.008
Si	1.6391	3.806	7.4282	-0.0014	-0.0102	-0.0036
Si	6.6347	4.126	7.5535	0.0273	0.0087	-0.0124
Si	4.513	6.5769	7.7177	0.0068	0.0008	-0.0183
Si	9.2787	7.0376	7.4564	0.0031	0.0051	0.0042
Si	1.1522	9.809	7.3106	0.0073	0.0175	0.0117
Si	6.9879	9.2474	7.4133	0.0019	-0.0004	-0.0014
O	1.2535	4.1001	24.1017	-0.0009	-0.0006	0.0036
O	6.7807	9.5925	24.2447	0.0015	-0.0023	0.0052
O	2.9283	2.7992	7.4115	-0.0158	0.0027	-0.0047
O	8.1693	8.1915	7.8769	-0.0025	-0.0034	-0.0031
O	5.5605	5.3073	7.9957	-0.0037	0.0057	-0.003
O	0.0691	-0.0059	7.8984	0.0113	-0.0044	-0.0024
O	5.3516	5.5309	23.1467	0.0003	-0.0007	0.0014
O	10.5199	0.4975	23.0796	-0.0007	0.0006	-0.0004
O	2.1757	9.4157	8.5596	-0.0029	-0.0112	-0.0079
O	1.2861	3.8234	9.0344	-0.0073	0.0082	-0.0017
O	9.4829	1.9834	8.772	-0.008	0.0072	0.0106
O	7.6561	9.9562	12.1079	-0.0032	-0.0006	-0.0086
O	3.4634	0.8184	8.9815	-0.0233	-0.0232	-0.0078
N	4.3183	7.3447	9.3069	-0.0048	0.005	0.0036
O	7.2578	3.3652	8.8853	-0.0032	-0.0298	0.0544
O	9.8492	6.5054	8.9118	0.0004	0.0028	-0.0046
O	3.3412	2.455	23.1653	-0.0002	0.0003	0.0025
O	4.6634	0.1772	23.514	0.0003	-0.0004	0.0016
O	9.2009	2.4894	23.9966	-0.0021	0.0025	0.0033
O	9.825	5.5783	23.5626	-0.0003	-0.0011	0.0019
O	19.8887	8.1275	23.5636	-0.0006	0.0003	0.0025
O	3.2829	7.9779	23.3128	0.0004	0.0006	0.0007
O	6.9877	4.0072	24.3965	-0.001	0.0026	0.007
O	1.3132	9.6427	24.1189	-0.0021	0.0012	0.0029
Si	3.8135	6.4219	10.7186	0.0097	-0.0157	0.0187
Si	9.1064	4.2765	14.6368	-0.0036	-0.0003	0.0045
Si	7.4199	8.3479	11.9411	0.0031	-0.0045	0.017
Si	4.2108	1.2731	22.3943	0.0012	-0.0002	-0.0051
Si	17.1208	3.8245	14.2832	-0.0046	0.0118	-0.0129
Si	2.7436	-0.4485	20.1529	-0.0013	0.0002	-0.0016
Si	7.1752	4.163	19.4832	-0.0005	0	-0.004
Si	14.0134	6.6494	16.4635	-0.0002	-0.0024	-0.0034
Si	1.9275	4.1472	10.5028	0.0247	-0.0183	0.0222
Si	5.6943	16.2116	16.7726	-0.0011	-0.0029	-0.0077
Si	3.7812	9.7599	17.2797	0.0001	-0.0024	-0.0016
Si	10.2269	4.445	11.694	0.0005	-0.0035	0.0174
Si	10.9113	6.5266	16.0712	-0.0004	-0.0015	0.0007
Si	7.9979	1.6151	14.5409	-0.0033	0.0035	-0.0002
Si	2.806	10.4182	9.7004	-0.0033	0.0111	-0.0009
Si	9.1236	6.7826	22.6662	0.0008	-0.0006	-0.0066
Si	11.1908	-1.1341	11.2129	-0.0002	0.0016	0.0169
Si	3.5795	-3.2796	13.7209	0.0008	-0.0095	0.0106
Si	5.1869	8.7427	9.8712	0.0049	0.0043	0.0057
Si	9.5715	1.7693	22.6042	-0.0026	0.0005	-0.0065
Si	11.9345	-0.4225	16.6121	-0.003	-0.0002	-0.0012
Si	8.4055	2.6353	9.8065	-0.0095	-0.0108	-0.0073
Si	-0.4217	8.2456	18.4176	-0.0006	-0.0004	-0.0042
Si	11.7531	-2.0279	14.1645	-0.0051	-0.0026	0.0098
Si	4.7004	3.83	11.6245	-0.0071	-0.0102	0.0029
Si	6.0205	6.0837	21.7588	0.0001	-0.0009	-0.005
Si	6.4645	7.7267	14.729	0.0019	-0.0048	0.0073
Si	11.5401	6.5196	20.705	0.0007	-0.0004	-0.0032
Si	11.0966	1.0843	18.8591	-0.0002	-0.0001	-0.0044
Si	14.2239	7.6937	21.6983	-0.0006	0.0004	-0.0028
Si	6.9657	1.3708	20.8075	-0.0013	-0.0006	-0.0038
Si	9.9599	7.1983	10.3914	-0.0004	-0.006	0.0104
Si	-0.6451	3.6882	20.2079	0	0.0003	-0.004
Si	8.4504	-0.615	19.1447	0.0004	0.001	-0.0057
Si	6.8488	10.2141	16.392	0.0045	-0.0001	-0.0005
Si	8.5738	0.3347	11.8136	-0.0004	0.0095	0.005
O	13.3685	8.7931	13.9551	0.0018	0.0029	-0.0066
O	7.7156	-0.7881	17.7358	-0.001	-0.0001	0.0004
O	6.0127	8.1899	11.1526	-0.0002	0.0011	-0.008
O	1.6205	10.6169	10.8144	0.0036	-0.0029	-0.0042
O	4.9567	-5.6688	10.8981	0.0002	-0.0006	-0.0189
O	9.9992	7.2104	17.2573	0.001	0.0001	0.0016
O	6.2546	4.9488	20.6004	-0.0003	0.001	-0.0014
O	6.6368	13.2417	13.9596	0.0002	-0.003	-0.0022
O	3.5627	7.1846	12.1602	-0.0049	0.0064	-0.0077
O	2.3717	5.721	10.3823	-0.001	0.0089	-0.0087
O	7.5636	4.7531	14.27	0.0081	-0.0013	-0.0004
O	11.4314	-1.5877	17.6429	0.0011	0.0007	0.0004
O	9.8807	4.1883	13.2344	0.0068	0.0018	-0.0035
O	0.6195	7.4567	19.381	0.0001	0.0008	0.0006
O	6.9561	2.5326	19.6321	0	0	-0.0002
O	12.4292	6.2229	16.6886	0.0005	0.0003	0.0007
O	17.2209	6.5339	15.8586	0.0002	0.0022	-0.002
O	13.0249	6.5992	21.4009	0.0004	0	-0.0007
O	3.2874	0.643	21.2246	0.0007	0.0004	-0.0001
O	0.7433	3.7559	11.526	-0.0087	0.0006	-0.0086
O	7.2218	-0.1297	20.1456	-0.0008	-0.0001	-0.0011
O	8.1633	1.3959	21.9064	0.0023	0	0.0003
O	-1.6581	8.8963	19.2987	0	0.0009	0.0001
O	2.7833	9.044	20.9198	-0.0004	-0.0005	-0.0015
O	12.232	0.2092	19.6915	-0.0001	-0.0003	-0.0001
O	6.1197	9.5719	8.8031	-0.0039	-0.0005	-0.0022
O	8.543	7.7274	10.9637	-0.0017	0.0015	-0.0072
O	8.8338	0.9933	13.2871	0.0016	-0.0053	-0.0053
O	7.4434	11.5021	15.6241	-0.0034	0.0012	-0.0034
O	5.7038	2.648	11.1769	-0.7861	-1.4644	-1.0598
O	2.6194	-0.3384	16.5062	0.0011	-0.0001	-0.0017
O	3.2024	14.2744	11.1473	-0.0333	0.0236	0.0039
O	-6.7776	5.6748	17.2391	-0.0004	-0.0001	0.0007
O	11.1114	7.5395	14.7925	0.001	0.0014	-0.0045
O	4.0716	9.7665	10.4806	0.0016	-0.0001	-0.0045
O	3.4416	8.1635	17.0252	0.0011	0.0009	0.0021
O	10.0107	5.231	15.6151	0.0013	-0.0011	0.0014
O	10.291	2.8457	21.6182	0.0001	-0.0011	-0.0009
O	5.0124	15.1176	13.2037	-0.0116	0.0067	0.0173
O	4.8266	7.1698	21.2813	0	-0.0003	-0.001
O	11.0254	2.6877	19.1418	-0.0003	0.0005	0.0002
O	8.9441	2.7597	15.2656	-0.0002	-0.0026	-0.0009
O	3.7049	-0.7123	18.8509	0.0003	0	-0.0014
O	5.5934	1.6942	21.6322	-0.0007	0.0001	-0.0013
O	5.2439	10.2093	16.712	-0.0005	0.0006	-0.0012
O	7.9022	1.3889	10.7544	0.0075	0.002	0.002
O	9.5987	0.541	19.2376	-0.0004	0.0001	-0.0004
O	17.6065	4.8092	18.0376	0.0003	-0.0013	0.0007
O	7.5921	6.5349	22.0855	0.0011	0.0002	0.0001
O	-5.9117	-2.67	14.1569	-0.003	0.0032	-0.007
O	7.3611	-3.4282	13.3566	0.0004	0.0018	-0.009
O	11.3792	-0.7521	15.1212	0.0007	-0.0014	-0.0042
O	10.2568	7.0957	21.5467	-0.0013	-0.0002	0.0002
O	9.0984	3.7954	10.7168	-0.0066	-0.0005	-0.0075
O	8.8134	-6.6444	19.7414	0.0004	-0.0001	-0.0003
O	0.4292	11.9043	17.2432	0.0009	-0.0004	-0.0005
O	16.5024	3.9772	15.7865	0.0002	-0.0037	-0.0011
O	11.1092	-1.7261	12.7231	0.0006	-0.0012	-0.0109
O	11.29	4.9538	20.3679	-0.0003	-0.0002	-0.0007
O	0.0396	8.4784	10.2656	0.0032	-0.0011	-0.009
O	10.4435	6.0364	11.4123	-0.0015	0.0013	-0.0087
O	9.9763	-0.0706	11.0944	0.0025	-0.0056	-0.0081
O	14.2276	6.4819	14.8322	-0.0002	0.002	-0.005
O	7.2267	8.9166	15.5083	-0.0012	0.001	-0.0023
H	5.2824	1.9092	10.6228	0.7965	1.4224	1.029

Results
free energy: -133792.445 eV
free energy less fixed offsets of H -15.97, N -385.13, O -568.88, Si -635.61 eV per atom: 1.735 eV

The program warned: the cutoff lies below the one the program advises for these potential files; the forces do not sum to zero within the program's tolerance; the exchange-correlation potential is rough where the density is thin.
